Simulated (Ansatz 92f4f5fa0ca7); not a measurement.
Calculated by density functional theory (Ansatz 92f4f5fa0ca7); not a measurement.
Periodic cell of 220 atoms, Si132O88, from a study of silicon, its oxide and their interface. The atomic structure is a simulated model.
This geometry differs little from another in the collection (a relaxation step or a small displacement).

Settings: functional r2SCAN; potential files Ansatz PAW; basis plane waves; wave-function cutoff 800 eV; density cutoff ratio 5; exchange-correlation grid ratio 1; k mesh 1 x 1 x 1, shifted by 0.5 0.5 0 of a step; self-consistency stop 1e-10 eV per atom in the density residual; occupations fixed; spin none; net charge 0.

Cell vectors (angstrom)
a 10.888 0 0
b 0 10.888 0
c 0 0 31.7199

Atoms and the computed forces on them: element, x, y, z (angstrom), force x, y, z (eV/angstrom)
Si 0.0622 0.4709 -0.2485 -0.0043 -0.0049 0.0028
Si 3.661 2.16 0.0209 -0.0002 0.001 -0.0012
Si -0.3225 5.6757 0.0458 -0.0005 0.0006 -0.0007
Si 2.9952 8.0579 0.1893 -0.0017 -0.0005 0.0006
Si 5.1481 0.2179 0.1434 -0.0005 0.0001 -0.0012
Si 8.466 2.5242 0.1222 0.0003 -0.0012 -0.0005
Si 5.0839 5.6654 0.097 0.0009 0.0005 -0.0002
Si 8.3845 7.898 0.0724 0.0015 -0.0001 -0.0005
Si 1.6335 1.4804 1.1311 0.0006 -0.0001 -0.0007
Si 4.1503 4.0006 1.4458 0.0006 0.0004 -0.0004
Si 1.3328 6.8102 1.3198 -0.0005 -0.001 -0.0014
Si 4.1301 9.5497 1.5465 0.0001 -0.0001 -0.0006
Si 6.8483 1.327 1.3522 0.0006 -0.0004 -0.0004
Si 9.5162 4.1356 1.4416 0.0001 -0.0007 -0.0005
Si 6.7837 6.741 1.3146 0 -0.0014 0.0001
Si 9.5463 9.3063 1.5009 0.0039 0.0035 -0.0051
Si 0.1421 2.7466 2.6128 0.0004 -0.0008 -0.0021
Si 2.6818 0.0339 2.7285 -0.0003 0.0001 -0.0005
Si 0.0488 8.0645 2.8578 0.0014 -0.0011 -0.001
Si 2.6783 5.3842 2.6904 -0.0003 0 -0.0009
Si 5.5508 2.703 2.7906 0.0006 -0.0005 -0.0004
Si 8.2174 -0.0461 2.7089 0.0002 0.0014 -0.0012
Si 5.5279 8.1412 2.7665 0.0002 -0.0003 -0.0009
Si 8.1122 5.4263 2.7758 -0.0011 0.0003 -0.001
Si 1.3695 4.0694 4.1094 0.0009 -0.0011 -0.0002
Si 4.0956 1.3607 4.0781 0.0003 -0.0008 0.0004
Si 1.3716 9.5311 4.1155 -0.0007 -0.0008 -0.0006
Si 4.0857 6.766 4.0393 0.0001 0.0009 -0.0001
Si 6.8372 4.0611 4.1704 0 0 -0.0004
Si 9.6179 1.3642 3.9919 -0.001 -0.0007 0.0006
Si 6.8593 9.5155 4.1185 -0.0006 -0.0002 -0.0007
Si 9.5082 6.7492 4.1452 -0.0003 0.0003 -0.0001
Si 0.0039 0.0047 5.4381 -0.0004 -0.0002 -0.0002
Si 2.7531 2.7185 5.4517 -0.0001 -0.0003 -0.0001
Si -0.0084 5.4007 5.4769 -0.001 0 0.0003
Si 2.7507 8.1538 5.4307 -0.0005 -0.0014 -0.0004
Si 5.4462 -0.0084 5.4399 -0.0006 -0.0011 -0.0003
Si 8.2421 2.6891 5.4335 0.0009 -0.0005 0
Si 5.4286 5.4307 5.451 -0.0001 -0.0002 -0.0001
Si 8.1852 8.1569 5.4825 0 -0.0005 -0.0001
Si 1.3747 1.3547 6.791 0.0001 -0.0003 -0.0004
Si 4.0871 4.0829 6.8213 -0.0005 -0.0007 -0.0008
Si 1.355 6.8062 6.7937 -0.0003 -0.0006 -0.0004
Si 4.0839 9.5252 6.8057 -0.0003 0.0003 -0.0006
Si 6.8147 1.3643 6.7859 -0.0005 -0.0002 -0.0006
Si 9.5371 4.0593 6.8391 0.0001 0 -0.0004
Si 6.7889 6.8008 6.8029 0.0001 -0.0006 -0.0004
Si 9.5281 9.5421 6.8109 0 0 -0.0002
Si 0.0259 2.7083 8.1588 -0.0003 -0.0001 0
Si 2.6995 -0.0115 8.1695 -0.0002 -0.0007 -0.0002
Si -0.0212 8.1633 8.16 -0.0001 -0.0004 -0.0002
Si 2.7177 5.4439 8.1542 -0.0008 -0.0001 0.0002
Si 5.46 2.736 8.1741 0 -0.0003 -0.0001
Si 8.1469 -0.0003 8.154 -0.0007 -0.0003 0.0001
Si 5.4387 8.1713 8.1513 -0.0001 -0.0006 0.0001
Si 8.1514 5.4459 8.163 -0.0002 -0.0006 -0.0002
Si 1.3611 4.0847 9.5148 -0.0006 -0.0003 -0.0008
Si 4.0593 1.3762 9.5073 -0.0003 0.0001 -0.0007
Si 1.3059 9.5215 9.5326 -0.0001 0 0.0002
Si 4.0665 6.826 9.493 -0.0002 -0.0003 -0.0004
Si 6.809 4.1157 9.553 -0.0006 -0.0003 0.0004
Si 9.5115 1.3773 9.4791 -0.0003 -0.0004 -0.0002
Si 6.7896 9.5227 9.5139 -0.0001 -0.0003 -0.0009
Si 9.4835 6.8244 9.5361 -0.0001 0 0.0001
Si -0.0989 0.0047 10.8635 -0.0006 0.0002 0.0003
Si 2.7029 2.7342 10.8987 -0.0002 -0.0004 -0.0004
Si -0.0275 5.4378 10.843 -0.0001 -0.0001 -0.0007
Si 2.6683 8.1322 10.8529 0.0001 -0.0007 -0.0006
Si 5.4141 -0.002 10.8326 -0.0001 -0.0004 -0.0011
Si 8.2086 2.742 10.8699 0.0005 -0.0002 -0.0002
Si 5.4419 5.5264 10.8785 -0.0002 0.0002 0.0001
Si 8.1198 8.189 10.9329 -0.0001 -0.0001 -0.0008
Si 1.2639 1.3439 12.1949 -0.0006 0.0003 0.0004
Si 4.0788 4.1734 12.1901 -0.0012 0.0002 0.0006
Si 1.2947 6.7745 12.222 -0.0004 -0.0005 -0.0003
Si 4.0157 9.5209 12.1503 0 -0.0003 -0.0008
Si 6.809 1.3675 12.1365 -0.0002 -0.0009 -0.0005
Si 9.5789 4.09 12.265 0.0002 -0.0003 0.0004
Si 6.7548 6.8685 12.341 -0.0004 0.0001 -0.0001
Si 9.4145 9.6054 12.3005 -0.0006 0.0001 0.0002
Si 0.0201 2.6839 13.6787 -0.0007 -0.0002 0.0007
Si 2.631 -0.0289 13.4869 -0.0009 -0.0002 0
Si -0.0377 8.2283 13.5307 -0.0005 0.0005 -0.0004
Si 2.6638 5.4184 13.61 -0.0001 -0.0004 0.0008
Si 5.5076 2.7995 13.4182 0.0003 0.0011 0.001
Si 7.9862 0.0589 13.7024 -0.0012 -0.0002 0.0001
Si 5.3029 8.2734 13.6602 0.0001 0.0004 -0.0001
Si 8.196 5.4537 13.6039 -0.0004 0 0.0001
Si 1.7909 3.6583 14.9619 -0.0001 0.0001 0.0007
Si 4.0429 1.4494 14.5683 0.0001 -0.0003 0.0009
Si 1.5292 9.3112 14.9055 -0.0005 -0.0001 0.0015
Si 3.7094 7.0578 14.9165 -0.0003 -0.0004 0.0018
Si 7.0361 3.86 14.8669 -0.0003 0.0003 0.0009
Si 9.2164 1.6136 14.9614 0.0003 0 -0.0005
Si 6.145 10.0645 15.0013 -0.0005 -0.0002 0.0032
Si 9.4989 6.9241 14.8846 -0.0002 -0.0002 -0.0002
Si 29.4084 -11.3208 21.1941 0 0.0004 0.0003
Si -2.7028 -1.0623 27.1284 0.0005 0.001 -0.0005
Si 4.3799 15.7321 26.6303 0.0005 0.0001 -0.0005
Si 21.2339 13.6874 24.8124 0 -0.0007 -0.0014
Si 13.3224 0.7729 27.4264 0 0.0007 -0.0001
Si 9.5346 5.7314 20.9616 -0.001 0.0014 -0.0012
Si -1.1517 14.4354 19.0009 -0.0007 0.0011 -0.0002
Si 11.6495 19.9091 23.6852 -0.0004 0 -0.0014
Si -13.5843 12.8498 29.088 -0.0009 0.0001 0.0002
Si 0.7405 11.2041 20.0037 -0.0011 -0.0002 -0.0004
Si 5.2713 2.5967 21.6157 0.0001 -0.0002 -0.0001
Si 13.5462 -1.5547 29.0572 0.0002 -0.0001 0.0001
Si 4.2211 14.9874 29.5089 0.0007 -0.0006 0.0009
Si 0.267 22.1199 17.0568 -0.0008 -0.0004 0.0001
Si 10.0484 0.6074 22.5235 -0.0002 -0.0002 -0.0005
Si 4.7548 -0.4417 22.1895 0.0004 0.0005 -0.0008
Si -9.6692 15.9371 29.2659 0.0006 -0.0004 0.0006
Si 9.5834 7.6126 25.6283 -0.0002 0 -0.0008
Si -7.2223 18.6027 26.8536 0.0002 0 -0.0011
Si 13.1965 19.6523 21.2014 0.0003 -0.0006 -0.001
Si 7.1263 23.7758 19.5478 0.0001 0.0009 -0.0009
Si 16.426 -16.1156 17.0292 -0.0013 -0.0002 0.0017
Si 19.9065 19.101 19.5654 -0.0009 -0.0004 -0.0005
Si -4.7251 3.5861 24.3763 0.0013 -0.0002 -0.001
Si -6.2854 25.2661 18.9633 -0.0005 0.0003 -0.0006
Si -0.3195 0.3869 28.4372 -0.0004 0 -0.0024
Si -9.9728 7.5496 27.6946 -0.0002 -0.0003 -0.0006
Si -10.0536 17.8845 19.5456 0.0005 0.0009 -0.0011
Si -3.1698 1.8517 26.2665 0.0018 0.0031 -0.0001
Si 12.6246 36.1741 26.8098 0.0005 0 -0.0005
Si 12.6726 -19.4571 18.4676 0.0004 0.0001 -0.0001
Si 11.0954 16.179 17.0888 -0.0006 0.0005 -0.0009
Si -3.4589 -13.6071 16.9383 -0.0001 0.0007 0.001
Si -3.8899 20.8639 29.7393 0.0004 -0.0014 -0.0004
Si 14.282 -0.8561 25.0078 -0.0006 0.0002 -0.0007
Si 8.8352 16.1105 23.9037 -0.0003 -0.0004 -0.0009
O 0.356 0.1792 -1.82 -0.0006 0.0021 0.0013
O -1.4927 -6.6697 -11.2865 -0.0007 0.0004 -0.0008
O 11.1825 -6.1548 -1.1655 0 -0.0003 -0.0009
O -7.6052 11.1874 -5.5858 -0.0002 -0.0004 0.0002
O -1.4207 6.7837 -0.5197 0.0006 -0.0006 -0.0009
O -3.0917 8.8534 -1.1253 0.0003 0.0007 -0.0013
O 16.1456 3.2005 -8.6182 0.0004 -0.0001 -0.0006
O -8.2803 13.2493 -4.1694 0.0006 0 -0.0001
O 11.2828 3.0355 -12.7603 -0.0008 0.0007 -0.0009
O 16.1917 4.4638 -6.3288 0.0017 0.0001 0.0006
O 14.9647 30.4908 -6.0638 -0.0001 -0.0002 0
O -11.6937 26.0155 -7.57 0 0.0006 0.0005
O 4.0554 6.8939 -0.2648 0.0005 0 -0.0013
O 8.039 13.8998 -1.4052 0.0025 -0.0007 -0.0003
O -2.4457 7.8444 15.722 0.0006 -0.0003 -0.0009
O 7.2658 0.4105 19.8464 -0.0002 0.0014 -0.0004
O 2.6015 -2.7152 15.4187 -0.0005 -0.0003 -0.0002
O 3.7785 9.3923 21.4237 -0.0006 0.0009 0.0003
O -0.3291 17.1422 15.9261 -0.0002 -0.0002 -0.0004
O -0.2382 1.027 21.0752 -0.0012 0 -0.0004
O 10.6136 -2.7312 19.2502 0 -0.0002 -0.0013
O 21.5671 18.947 24.5305 -0.0001 0 -0.0002
O 18.3364 4.4155 23.8875 0.0001 -0.0003 -0.0009
O 1.3256 -0.9827 20.6836 -0.0016 0.0009 -0.0007
O 3.0427 13.4937 15.2636 -0.0005 0.0004 -0.0011
O 11.69 15.0887 27.9478 0.0012 -0.0003 -0.0007
O 9.7665 4.6237 17.7725 0.0002 -0.0004 0.0006
O 33.5208 -7.9827 25.6087 0.0002 0.0002 -0.0006
O 3.1569 3.1438 18.3025 -0.0002 0.0009 -0.0003
O 1.2322 9.0124 28.3148 0.0005 -0.0003 -0.0004
O -12.1368 12.2994 31.5942 0.0026 -0.0034 0.0017
O 8.2424 -2.2524 18.2343 0.0001 -0.0001 0.0004
O 1.2134 15.0984 16.4098 -0.0007 0.0003 -0.0018
O 15.4905 -15.3524 26.8583 0.0005 0.0006 0.0006
O -10.0561 9.9541 16.2444 -0.0003 0 -0.0011
O -2.4366 0.4352 22.3036 0 0.0001 -0.0002
O 10.8209 0.005 18.6147 -0.0005 0.0002 -0.0005
O 2.9721 10.8949 28.7549 0 -0.0002 -0.0009
O -8.0559 15.4373 26.2433 0.0009 0.0002 -0.0012
O 19.339 8.6951 26.015 0.0004 0.0006 0.0005
O 31.3305 20.9869 27.9659 -0.0008 -0.0003 -0.0004
O 17.1513 -6.3628 16.1355 0.0005 0.0003 -0.0009
O 20.6064 12.6554 28.5743 -0.0003 -0.0011 0.0002
O -0.2054 20.9935 23.0089 -0.0001 0.0015 0.0003
O 34.5148 20.6434 24.6171 0.0006 0 0.0002
O 8.1341 13.6554 15.4331 0 0.0001 -0.0004
O -13.1641 -1.6404 20.7392 -0.0002 -0.0006 -0.0009
O -15.2487 -1.4665 16.459 -0.0005 0.0001 -0.0015
O 9.1512 13.3345 25.8292 0.0006 0.0001 -0.0015
O 17.8892 -1.438 28.1932 0.0008 0.0006 -0.0006
O 1.629 29.9889 22.5728 -0.0001 0.0006 0
O 0.9918 17.4981 28.9914 0.0002 0.0005 -0.0011
O -6.2206 22.8602 21.6371 -0.0002 0.0014 0.0008
O 1.4263 12.3751 17.1114 -0.0007 0.0004 0.0007
O -4.6132 -11.8352 21.9233 -0.0017 0.0005 -0.0001
O 15.2893 14.3888 20.5803 -0.0005 -0.0001 -0.0005
O 28.3431 17.7526 17.3357 -0.0001 -0.001 -0.0022
O 9.0605 16.809 22.4757 0.0002 -0.0002 0.0001
O 8.5085 13.3831 18.8408 -0.0004 0.0016 0.0007
O -0.5019 18.2023 26.9983 0.0005 0.0001 -0.0008
O 3.7819 -2.4547 28.3054 0.0008 0 -0.0008
O 21.9865 17.0048 20.7581 0 0.0006 -0.0011
O 6.615 24.0317 25.1709 0.0004 -0.0005 0.0008
O 3.9301 2.6427 30.1722 -0.0001 0 -0.0006
O -11.1525 9.9269 32.1332 -0.0017 0.0036 0.0038
O -9.8389 6.1108 18.2081 0.0002 0.0013 -0.0008
O 9.8372 0.9268 16.3199 -0.0004 -0.0001 -0.0008
O -2.2679 17.6045 20.0503 -0.0007 0.0006 0
O -6.6138 6.3028 16.2532 -0.0008 0.0003 -0.0012
O 2.024 1.2398 19.6533 -0.0002 0.0005 0
O 7.7626 0.2478 26.2981 0.0019 0.0018 0.0018
O -5.0789 13.2943 18.6483 -0.0001 0.0007 0.0001
O -6.1199 4.0528 27.9909 -0.0001 0.0001 0.0002
O 5.3295 4.9239 30.3718 -0.0006 -0.0012 0.0002
O -12.9767 28.102 25.0749 -0.0003 0.0008 -0.0001
O 6.7985 13.5215 21.0244 -0.0005 0.0001 -0.0002
O 2.5671 8.9568 30.6091 0.0009 -0.0007 -0.0009
O -14.051 22.3089 29.7014 0.0009 0.0011 -0.0011
O 2.2487 -3.2854 20.0652 -0.0007 0 -0.0003
O -5.8339 0.3752 15.376 -0.0005 -0.0001 -0.0007
O -16.2091 -11.4769 30.4523 0.0004 -0.0002 -0.0003
O 0.8246 22.3275 27.3074 0.0003 0.0004 -0.0002
O -5.8382 4.9397 18.3928 -0.0008 0.0001 -0.0014
O 2.1111 29.0396 26.6376 0.0002 0.0002 0.0006
O 10.4093 12.5979 23.6324 -0.0001 0.0016 0.0006
O -8.0983 4.8624 29.5693 -0.001 -0.001 -0.0005
O 15.1971 10.4691 23.7515 -0.0001 0 -0.0008
O -3.5363 13.2783 27.7658 0.0013 -0.002 0.0007

Results
free energy: -134623.676 eV
free energy less fixed offsets of O -570.45, Si -639.56 eV per atom: -2.156 eV

The program warned: the cutoff lies below the one the program advises for these potential files; the forces do not sum to zero within the program's tolerance; empty levels may hold ghost states of the PAW files; the exchange-correlation potential is rough where the density is thin.
